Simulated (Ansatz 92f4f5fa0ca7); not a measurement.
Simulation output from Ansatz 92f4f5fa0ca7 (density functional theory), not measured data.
Periodic cell of 357 atoms, Si241O116, from a study of silicon, its oxide and their interface. The atomic structure is a simulated model.
Doubt: the cutoff is far below the 930 eV that the study's wrapper takes by default for these files, so forces and energies are approximate.

Settings
functional: PBE
potential files: Ansatz PAW
basis: plane waves
wave-function cutoff: 580 eV
density cutoff ratio: 5
exchange-correlation grid ratio: 1
k mesh: 1 x 1 x 1, Gamma-centred
self-consistency stop: 5e-08 eV per atom in the density residual
occupations: fixed
spin: none
net charge: 0

Cell vectors (angstrom)
a	11.6015	0	0
b	0	13.3963	0
c	0	0	40.7295

Atoms and the computed forces on them: element, x, y, z (angstrom), force x, y, z (eV/angstrom)
Si	0	2.2327	1.1851	-0.0052	0.0005	-0.002
Si	3.8672	2.2327	1.1851	0.0151	0.0043	0.0151
Si	7.7343	2.2327	1.1851	0.0085	-0.0181	0.0097
Si	1.9336	5.5818	1.1851	0.0002	0.0114	0.0058
Si	5.8008	5.5818	1.1851	0.0212	-0.0109	0.0074
Si	9.6679	5.5818	1.1851	-0.0091	-0.0009	0.0009
Si	0	8.9308	1.1851	0.0088	0.0093	-0.0006
Si	3.8672	8.9308	1.1851	0.0069	-0.0027	-0.0067
Si	7.7343	8.9308	1.1851	0.0232	-0.0023	-0.0007
Si	1.9336	12.2799	1.1851	0.0067	0.0262	0.0075
Si	5.8008	12.2799	1.1851	0.0043	0.0205	0.0219
Si	9.6679	12.2799	1.1851	0.014	0.023	0.0151
Si	1.9336	1.1164	1.9745	-0.0299	-0.0263	-0.0005
Si	5.8008	1.1164	1.9745	0.0086	-0.0234	0.0064
Si	9.6679	1.1164	1.9745	-0.0111	-0.0247	0.0107
Si	0	4.4654	1.9745	-0.0205	-0.0352	-0.005
Si	3.8672	4.4654	1.9745	-0.0135	-0.0325	-0.0096
Si	7.7343	4.4654	1.9745	-0.015	-0.0026	-0.0001
Si	1.9336	7.8145	1.9745	-0.0305	-0.0003	-0.0001
Si	5.8008	7.8145	1.9745	-0.0553	0.0004	-0.0093
Si	9.6679	7.8145	1.9745	-0.0316	0.0198	-0.0024
Si	0	11.1635	1.9745	-0.0159	-0.0055	-0.0064
Si	3.8672	11.1635	1.9745	-0.0366	-0.0094	-0.01
Si	7.7343	11.1635	1.9745	-0.0103	-0.0389	-0.0117
Si	1.9336	1.1164	4.3426	-0.0896	-0.0522	0.0573
Si	5.8008	1.1164	4.3426	0.0138	-0.0642	0.0452
Si	9.6679	1.1164	4.3426	-0.0678	-0.0711	0.033
Si	0	4.4654	4.3426	-0.0837	-0.0784	-0.0252
Si	3.8672	4.4654	4.3426	-0.0624	-0.0685	0.0944
Si	7.7343	4.4654	4.3426	-0.0585	-0.0698	-0.066
Si	1.9336	7.8145	4.3426	-0.0786	0.0065	-0.2076
Si	5.8008	7.8145	4.3426	-0.133	-0.0094	-0.0673
Si	9.6679	7.8145	4.3426	-0.0636	0.0696	-0.1096
Si	0	11.1635	4.3426	-0.074	-0.0148	0.1158
Si	3.8672	11.1635	4.3426	-0.1129	-0.0185	0.1242
Si	7.7343	11.1635	4.3426	-0.0345	-0.0426	0.1778
Si	0	0	36.3889	0.0389	0.0054	-0.1736
Si	3.8672	0	36.3889	0.144	0.0049	-0.108
Si	7.7343	0	36.3889	0.0053	-0.2158	-0.3274
Si	1.9336	3.3491	36.3889	0.0121	-0.088	0.2765
Si	5.8008	3.3491	36.3889	0.088	-0.1335	-0.0626
Si	9.6679	3.3491	36.3889	0.0676	0.0066	0.0473
Si	0	6.6981	36.3889	-0.0275	0.0585	0.2528
Si	3.8672	6.6981	36.3889	0.1337	0.1013	0.2402
Si	7.7343	6.6981	36.3889	0.0022	0.1101	-0.0367
Si	1.9336	10.0472	36.3889	0.1659	0.181	-0.0804
Si	5.8008	10.0472	36.3889	0.1824	0.1317	-0.0937
Si	9.6679	10.0472	36.3889	-0.1044	0.1704	-0.3051
Si	0	0	38.757	-0.0046	0.0308	0.0201
Si	3.8672	0	38.757	0.0555	0.0303	0.0105
Si	7.7343	0	38.757	0.0081	-0.115	0.0155
Si	1.9336	3.3491	38.757	0.0023	-0.0335	-0.0072
Si	5.8008	3.3491	38.757	0.0367	-0.064	0.0116
Si	9.6679	3.3491	38.757	0.024	-0.003	0.0072
Si	0	6.6981	38.757	-0.0186	0.02	-0.0079
Si	3.8672	6.6981	38.757	0.0399	0.0387	-0.0014
Si	7.7343	6.6981	38.757	-0.0051	0.037	0.0143
Si	1.9336	10.0472	38.757	0.068	0.0667	0.0008
Si	5.8008	10.0472	38.757	0.0515	0.0315	-0.0111
Si	9.6679	10.0472	38.757	-0.0355	0.0822	0.0107
Si	0	2.2327	39.5464	0.0072	0.0086	0.0145
Si	3.8672	2.2327	39.5464	-0.0214	0.0012	0.0075
Si	7.7343	2.2327	39.5464	-0.0038	0.0318	-0.0407
Si	1.9336	5.5818	39.5464	-0.0027	-0.0137	0
Si	5.8008	5.5818	39.5464	-0.0171	0.0235	-0.0118
Si	9.6679	5.5818	39.5464	0.0067	0.0107	0.0016
Si	0	8.9308	39.5464	-0.0068	-0.0213	-0.038
Si	3.8672	8.9308	39.5464	-0.0066	-0.0082	0.0093
Si	7.7343	8.9308	39.5464	-0.0259	-0.0074	-0.0014
Si	1.9336	12.2799	39.5464	-0.0051	-0.0261	-0.0231
Si	5.8008	12.2799	39.5464	-0.0067	-0.0235	0.0012
Si	9.6679	12.2799	39.5464	-0.011	-0.0205	0.0005
Si	0.3087	0.1833	29.5534	-0.0754	0.085	-0.5266
Si	4.1273	2.6032	30.2019	-0.0389	-0.1021	0.139
Si	8.067	0.4974	29.3417	0.0915	0.3649	-0.2099
Si	2.0799	3.418	29.5093	0.0355	0.165	-0.4257
Si	5.8443	3.7871	29.0697	-0.1252	0.3368	-0.6757
Si	9.8641	3.6245	29.3256	-0.0524	0.0801	-0.5863
Si	0.2076	6.6498	29.2281	0.0982	0.0137	-0.0681
Si	4.0443	6.9872	29.3157	-0.0676	0.2474	-0.2054
Si	7.7248	8.4242	28.3267	0.0382	-0.5281	-0.0514
Si	3.3939	10.8347	28.7508	-0.4945	0.0237	-0.4213
Si	5.7173	10.8655	28.1691	0.1976	0.4577	-0.1727
Si	10.294	10.2123	28.2801	0.1089	-0.2899	-0.3761
Si	0.1044	2.4231	30.2219	0.0417	-0.0604	0.4175
Si	4.0122	0.5209	29.2438	-0.0646	0.4259	-0.2144
Si	7.7961	2.7062	29.9416	-0.0933	-0.2497	0.1745
Si	2.1584	5.6719	30.0198	-0.0439	-0.2857	0.2524
Si	5.8725	5.8441	30.1971	0.2139	0.0598	0.2886
Si	9.8007	5.8037	30.1518	-0.0019	0.2292	0.1866
Si	0.7309	8.7668	30.1202	-0.2243	-0.1481	-0.0879
Si	3.1226	8.9572	30.1485	-0.0544	-0.1414	0.3273
Si	7.8167	7.144	30.1836	0.0109	-0.0661	0.3505
Si	2.3554	12.5201	30.1171	-0.0018	0.0498	0.2008
Si	6.0524	12.7096	29.6092	0.0096	-0.0394	0.1929
Si	9.8515	12.6555	30.1537	0.0134	-0.2263	0.3976
Si	0.0483	2.2721	32.5423	0.0212	-0.0705	0.0712
Si	3.9948	2.2999	32.5218	-0.1003	-0.0855	0.0832
Si	7.7771	2.3709	32.3659	0.0549	-0.0036	0.0378
Si	2.0271	5.6503	32.4509	0.0704	-0.0695	-0.1759
Si	5.7901	5.6037	32.5359	0.0843	-0.1399	0.0292
Si	9.813	5.6318	32.5041	0.0033	-0.1574	0.1096
Si	0.0743	8.9554	32.4348	-0.0736	-0.0524	-0.1452
Si	3.8459	8.9964	32.4495	0.0695	0.0666	-0.111
Si	7.785	8.6945	32.2306	-0.048	-0.1276	-0.0214
Si	2.0733	12.3137	32.4421	0.0268	0.0638	0.1639
Si	5.9037	12.3024	32.1393	-0.0159	0.1703	-0.0807
Si	9.7267	12.2555	32.4526	0.0439	-0.0261	-0.032
Si	2.0161	1.1476	33.2314	0.0345	-0.0107	-0.1399
Si	5.9172	1.0959	33.1751	-0.0361	0.1009	-0.1813
Si	9.6743	1.1317	33.2218	-0.0096	0.1315	-0.1791
Si	0.1117	4.4997	33.2949	-0.0818	0.0659	-0.1047
Si	3.8914	4.4975	33.3333	0.085	0.0216	-0.0871
Si	7.8054	4.5594	33.2709	-0.0492	-0.0299	-0.2522
Si	1.9668	7.8667	33.321	0.0337	-0.1385	-0.0784
Si	5.8144	7.8505	33.2251	-0.1298	-0.0323	-0.193
Si	9.7243	7.8569	33.2578	0.117	-0.0977	-0.0913
Si	0.0995	11.1898	33.2077	0.0033	0.0334	-0.06
Si	4.0076	11.2255	33.1895	-0.0872	0.0136	-0.0484
Si	7.7556	11.0566	33.0069	0.1143	-0.0608	-0.077
Si	1.9438	1.1182	35.595	0.008	0.0126	0.0501
Si	5.8146	1.1075	35.5651	0.0547	-0.0425	0.0669
Si	9.6636	1.1232	35.5956	-0.0756	-0.0398	-0.0048
Si	0.0125	4.4734	35.6364	0.0506	0.0249	-0.0175
Si	3.8664	4.4705	35.6605	-0.0294	0.0199	-0.0023
Si	7.7414	4.4689	35.6188	-0.0067	0.0682	0.0115
Si	1.9375	7.8118	35.6553	-0.0412	-0.008	-0.024
Si	5.7974	7.8269	35.5906	-0.0245	-0.0094	0.0668
Si	9.6758	7.8242	35.6084	0.0096	-0.004	0.0726
Si	0.0117	11.1647	35.5804	0.0202	-0.0289	0.0465
Si	3.8925	11.1718	35.5734	0.0302	-0.0068	0.0647
Si	7.7283	11.1446	35.4826	-0.0528	-0.137	0.0552
Si	-0.0088	-0.0007	5.1521	0.0146	0.0428	-0.0195
Si	3.8635	0.0037	5.1395	0.0289	0.0614	-0.017
Si	7.7327	-0.0054	5.1522	0.0224	0.0061	-0.0401
Si	1.9237	3.344	5.135	-0.011	-0.0087	-0.0474
Si	5.8	3.3436	5.135	0.0598	-0.0016	-0.0136
Si	9.6589	3.3447	5.1301	-0.0115	-0.0013	-0.0224
Si	-0.0081	6.6982	5.1003	0.0045	0.0046	0.0015
Si	3.8504	6.6956	5.1177	-0.0486	0.0368	-0.0108
Si	7.7266	6.6995	5.1052	-0.0086	0.0241	0.0039
Si	1.9217	10.0355	5.1374	0.0185	-0.0173	-0.0137
Si	5.7877	10.0393	5.1361	0.0036	0.023	0.0016
Si	9.6668	10.0414	5.1513	0.0356	0.0047	-0.0077
Si	-0.0634	-0.0241	7.5324	0.0344	-0.0298	0.0915
Si	3.8206	0.0068	7.5091	-0.0154	0.0229	0.0754
Si	7.6977	-0.0629	7.5286	-0.009	-0.0194	0.0671
Si	1.8419	3.3011	7.4988	0.053	0.0574	0.1548
Si	5.7721	3.3141	7.5036	-0.1006	0.0426	0.1516
Si	9.5776	3.3069	7.4911	0.1091	-0.007	0.0994
Si	-0.1025	6.6598	7.4438	0.0039	0.0214	0.1531
Si	3.7263	6.665	7.4706	0.0357	0.001	0.119
Si	7.6345	6.6937	7.4515	0.0265	0.0207	0.1368
Si	1.8459	9.9895	7.5078	-0.0397	-0.0868	0.214
Si	5.6992	10.0097	7.5058	-0.006	-0.0991	0.1546
Si	9.6246	10.001	7.5325	-0.0724	-0.0115	0.1851
Si	-0.105	2.2095	8.3377	-0.0752	0.0517	-0.079
Si	3.8105	2.2591	8.3087	0.0488	0.0585	0.1319
Si	7.6902	2.1532	8.3589	0.0199	0.0045	-0.092
Si	1.7789	5.5262	8.281	0.0328	0.0281	-0.0964
Si	5.681	5.5833	8.2028	-0.0354	0.0182	-0.0534
Si	9.5552	5.5629	8.2266	-0.0423	0.0369	-0.0432
Si	-0.0764	8.8273	8.3855	0.0291	-0.0209	0.03
Si	3.7551	8.8689	8.3516	0.1037	0.0114	-0.0229
Si	7.6455	8.9109	8.2948	0.0558	0.0691	-0.0908
Si	1.8968	12.2399	8.2435	-0.0095	-0.0209	0.066
Si	5.725	12.2449	8.2898	0.0916	-0.0058	-0.0327
Si	9.6337	12.2246	8.3642	-0.017	-0.0869	-0.0166
Si	-0.2119	2.2962	10.7267	0.2094	-0.2158	-0.2867
Si	3.7626	2.4951	10.6946	0.0585	-0.2431	-0.2781
Si	5.6165	1.5063	11.6923	-0.2965	0.2033	0.6911
Si	3.6197	4.7065	11.4097	-0.0368	0.145	0.6557
Si	5.5699	5.6697	10.5363	0.0603	-0.0246	-0.244
Si	9.4249	5.5905	10.5741	0.0157	-0.0417	-0.2852
Si	-0.1205	8.6478	10.8412	0.0065	0.1793	-0.1738
Si	3.6933	8.694	10.7623	0.0014	-0.0509	-0.3398
Si	7.6348	8.8982	10.6648	-0.1126	0.0824	-0.4859
Si	1.9241	11.9267	10.5723	-0.0654	0.2506	-0.0283
Si	5.687	11.972	10.633	-0.0725	0.0757	0.1644
Si	9.6846	12.0936	10.7581	0.0474	0.2625	-0.1094
Si	1.8064	1.5383	11.4701	0.0941	0.1944	0.5431
Si	7.5556	2.2633	10.7398	0.0936	-0.1451	0.0715
Si	9.989	0.7665	11.8581	0.0249	-0.589	0.7482
Si	-0.388	4.4744	11.5205	-0.3901	0.2263	0.7239
Si	1.5924	5.4905	10.6456	0.0986	0.0592	-0.1638
Si	7.4578	4.513	11.1953	-0.1217	0.333	0.528
Si	1.8236	7.5494	11.6423	0.1313	-0.1958	0.5001
Si	5.7281	7.8073	11.4567	-0.0618	-0.1446	0.6415
Si	9.4236	7.7191	11.512	-0.2593	-0.1536	0.6051
Si	0.0185	10.8839	11.3737	0.109	-0.3272	0.3793
Si	3.7979	10.8705	11.4718	0.0632	0.0223	0.4379
Si	7.6736	11.0841	11.4617	0.0402	0.0689	0.6273
O	10.3729	0.3351	13.4387	0.0368	0.2975	-0.6679
O	10.8151	4.5977	13.1627	0.3317	-0.0946	-0.6056
O	1.7187	1.9813	13.071	-0.0364	0.01	-0.3735
O	7.5553	11.0871	13.142	0.0671	-0.0984	-0.6362
O	3.6049	5.0234	13.0807	0.0778	-0.2072	-0.4504
O	5.8148	1.8094	13.3139	0.0446	-0.114	-0.5016
O	7.2914	4.6328	12.8407	0.0556	-0.008	-0.1239
O	12.0538	10.8664	13.0028	0.0181	0.0552	-0.3349
O	5.7559	7.8433	13.1352	0.0031	0.0675	-0.3525
O	8.9537	7.6418	13.1503	0.1441	0.0447	-0.5685
O	3.8143	10.9901	13.1582	-0.0321	-0.1125	-0.4473
O	2.0531	7.1611	13.2959	-0.2417	0.4538	-0.5552
O	9.5768	11.4342	29.043	-0.1001	0.2634	-0.0077
O	3.4147	0.8574	27.688	0.0663	-0.2295	0.1116
O	5.5479	3.9567	27.3723	0.2418	-0.1509	0.7599
O	6.0784	11.0768	26.5566	-0.126	-0.0236	0.372
O	8.7303	13.9797	27.8176	-0.0386	-0.1283	-0.0139
O	2.0371	3.1653	27.8514	-0.0604	0.0467	0.0996
O	2.5518	11.0563	27.3333	0.0183	-0.1818	0.0443
O	7.5651	7.6384	26.8801	-0.1214	0.2166	0.2139
O	4.4919	7.3508	27.707	-0.1126	-0.0849	0.2393
O	0.1835	13.5728	27.9086	-0.0134	-0.1462	-0.1102
O	10.5631	10.4112	26.6606	-0.0488	0.2289	0.4052
O	10.1865	3.7151	27.662	-0.0092	0.0219	0.4989
Si	4.5964	4.7012	23.1436	-0.0221	0.0232	-0.1971
Si	12.0238	4.5673	21.4626	0.0364	0.0811	0.0221
Si	9.8966	-0.4356	14.8042	0.0039	0.0583	0.2655
Si	2.2806	11.5648	25.8161	0.1286	-0.0805	-0.1278
Si	7.1994	11.7821	14.5756	0.0626	0.0975	0.3521
Si	7.3565	9.2279	16.3589	-0.0926	0.0173	-0.0805
Si	1.8171	1.6954	17.0856	-0.0585	0.1406	0.2924
Si	2.891	2.7977	21.4429	0.068	0.0333	-0.1127
Si	2.0889	-2.4787	16.5617	-0.1537	0.0973	0.1958
Si	1.6585	6.0376	18.9598	-0.0516	-0.1259	-0.1118
Si	5.314	2.3955	14.7369	-0.0086	-0.0923	0.1225
Si	1.3678	9.5857	23.7122	-0.0418	-0.0005	-0.068
Si	4.5528	4.1293	26.0671	0.1315	0.0157	-0.2038
Si	4.0594	12.0463	14.3779	0.0091	0.1296	0.3582
Si	3.1144	13.0795	21.2465	0.0589	-0.0062	0.0044
Si	2.6195	2.0261	26.8285	0.0762	-0.1145	0.2744
Si	8.8537	3.9691	21.6034	-0.0075	0.0542	0.0976
Si	5.6819	7.3234	14.6809	0.1391	0.1506	0.2691
Si	4.794	1.708	17.4606	-0.1138	-0.0988	0.0038
Si	11.5274	10.3392	14.4446	-0.0621	0.1425	0.2631
Si	0.2825	13.6692	26.3009	-0.0438	-0.2159	-0.1084
Si	1.087	4.617	16.4164	-0.0757	-0.2069	0.1371
Si	11.4807	5.1399	24.4104	-0.1026	0.2794	-0.1116
Si	4.3359	12.3272	23.9618	0.0634	-0.0323	-0.0461
Si	2.9454	6.0792	14.1647	-0.0923	-0.3076	0.0032
Si	8.7053	5.5432	24.2641	0.0817	0.0279	-0.209
Si	5.8143	13.167	19.6067	-0.0503	0.0913	-0.1267
Si	10.2879	4.8619	14.6864	0.0164	-0.1243	0.425
Si	7.2782	4.7103	14.4482	0.0668	-0.1068	0.1717
Si	9.6412	7.852	14.6254	-0.0194	0.0055	0.3684
Si	7.152	10.4202	19.2683	-0.0872	-0.0422	-0.1475
Si	-1.7515	11.9798	19.8814	0.0949	0.0728	-0.2156
Si	-0.1444	-0.2783	17.4146	0.161	0.133	0.0547
Si	10.552	9.1446	25.6139	0.015	-0.2649	-0.4188
Si	0.622	6.8543	26.875	-0.1745	-0.0076	-0.1907
Si	8.9012	14.2712	26.2461	-0.1637	-0.0371	-0.1667
Si	6.4211	5.4816	20.7148	-0.1948	-0.0755	-0.0397
Si	8.2376	0.778	21.4095	-0.0976	-0.0699	0.0543
Si	7.7137	8.0281	25.297	0.0512	0.0895	-0.2115
Si	6.2424	10.5547	25.0041	-0.0009	-0.1151	-0.378
Si	5.3181	8.4709	20.8179	-0.055	0.0134	-0.0164
Si	3.5723	7.0325	26.3869	-0.0133	0.1577	-0.2494
Si	3.6991	7.6753	23.4042	-0.1204	0.0699	-0.2882
Si	7.2198	-0.3775	24.0823	-0.1101	-0.0931	-0.1632
Si	1.0064	11.0108	20.964	0.1069	0.0411	0.0442
Si	2.6147	14.8553	14.3083	-0.1047	-0.0302	0.3039
Si	14.2413	9.0239	19.0876	-0.0596	0.0605	-0.1351
Si	4.283	4.175	19.0083	-0.1126	-0.0791	-0.0533
Si	9.6432	17.0999	26.133	-0.1688	0.0447	-0.2454
O	4.1663	6.7997	14.9813	-0.1487	-0.0351	-0.0899
O	5.5023	1.3988	16.0205	-0.0354	0.0592	-0.0743
O	6.183	7.0898	20.6782	0.0638	0.0163	-0.0091
O	1.0788	12.0436	17.1939	0.0288	-0.0674	-0.0681
O	12.3588	5.6085	17.6661	0.0233	0.0783	0.0738
O	5.6531	12.2602	14.6343	-0.0333	-0.0308	-0.1708
O	11.0022	7.8471	26.4814	0.0406	-0.0125	0.1018
O	5.6202	13.3445	23.8456	0.0051	0.0275	0.0807
O	3.1108	5.2922	18.8544	0.0896	0.0148	0.0346
O	10.44	4.2152	21.3017	-0.0303	-0.0406	-0.0507
O	2.2723	10.2469	24.8776	0.0394	0.0334	0.1837
O	8.6664	4.9733	25.8006	0.0607	-0.0359	0.1191
O	4.1177	8.6802	19.7083	0.064	-0.0127	0.0314
O	9.0593	8.8961	25.0407	0.0324	0.029	0.158
O	13.389	3.3166	17.1158	0.07	0.0875	-0.0407
O	8.2572	13.0092	14.861	-0.0706	-0.0372	-0.1602
O	8.1612	13.7176	22.974	0.0281	0.0409	0.0365
O	10.3897	13.8801	25.6904	0.0558	-0.0255	0.1483
O	3.4072	13.4831	13.9693	0.0321	-0.0745	-0.1186
O	3.5683	3.4985	22.7466	0.0232	0.0434	0.0958
O	10.3012	6.4417	15.086	0.0356	0.1203	-0.133
O	5.749	14.3722	18.5313	0.0493	-0.0374	-0.0067
O	10.3708	-0.9052	18.4289	-0.1129	-0.082	0.062
O	0.6089	1.07	17.9926	-0.0158	-0.1139	-0.1358
O	2.6855	9.9224	17.7142	0.0547	-0.0583	-0.0073
O	12.3314	5.7403	25.6602	0.0307	0.0318	0.1756
O	4.3331	12.899	20.2013	-0.0169	-0.0435	-0.005
O	11.299	4.1185	15.728	-0.091	0.0473	-0.1848
O	2.1675	8.2492	23.2065	0.0729	-0.0635	0.0828
O	8.4646	4.3762	23.1516	-0.0316	-0.0498	0.0272
O	7.6598	13.5392	25.5368	0.0745	0.0427	0.18
O	7.4073	11.3892	24.1951	-0.0401	0.0327	0.0955
O	7.2689	9.3861	17.9887	0.0222	0.0575	0.0988
O	1.7611	12.4219	20.6378	-0.0328	-0.0011	-0.0038
O	8.7729	4.3116	14.9811	0.0089	0.0134	-0.2485
O	1.721	9.8154	20.1529	-0.0299	-0.0058	0.0149
O	11.495	9.2693	24.3093	-0.0278	0.0152	0.1413
O	13.4847	7.6257	18.7979	0.0031	0.0139	0.0349
O	7.9837	4.9945	20.6605	0.025	0.0321	-0.0766
O	4.8749	10.8046	24.1737	0.0798	0.0491	0.0912
O	10.8527	8.8843	14.3698	0.0573	-0.1142	-0.1738
O	4.0823	7.7588	25.0053	0.0058	-0.1418	0.326
O	10.6078	0.229	16.108	-0.0991	-0.037	-0.1217
O	0.7267	4.9831	23.0315	-0.017	-0.0142	0.0454
O	10.364	11.3927	14.8946	0.1321	-0.0793	-0.1158
O	1.3517	3.2615	21.1856	-0.0237	-0.0349	0.0097
O	6.8181	13.7138	20.7605	0.0618	0.0186	0.0565
O	3.6816	2.7698	25.849	-0.0349	-0.0597	-0.0005
O	3.6917	2.6378	14.6735	0.0352	0.0687	-0.106
O	11.0422	11.1686	20.6121	-0.0744	-0.053	0.0533
O	6.4001	9.6688	20.5209	0.0105	-0.0062	0.0879
O	10.2208	6.1356	24.0225	0.0092	-0.0345	0.0433
O	8.6879	2.4334	25.8812	-0.0251	0.0521	0.1754
O	1.3713	1.442	25.9477	0.0985	0.1692	0.0445
O	12.7236	10.6471	22.5301	-0.0269	0.0424	0.0046
O	0.838	12.2859	25.658	-0.0908	0.0686	0.182
O	8.659	8.3901	15.8241	0.1887	-0.1194	-0.189
O	6.8272	6.1912	14.9461	0.0598	0.0305	-0.1165
O	7.4422	10.7293	15.7805	0.0014	0.134	-0.099
O	1.5949	1.2136	15.5457	0.0608	-0.074	-0.18
O	6.011	8.4991	15.7755	-0.1377	-0.1058	-0.2046
O	8.4925	2.3919	21.3328	0.0086	0.0233	-0.0351
O	5.6693	4.9026	19.4037	0.091	0.0409	0.0058
O	2.8511	14.606	21.6689	-0.0345	0.0405	0.0324
O	3.5517	5.4085	26.2593	-0.0225	-0.0531	0.1024
O	7.6256	6.7619	24.2598	0.0706	0.0046	0.1605
O	2.0789	7.6065	26.7601	0.0912	-0.0563	0.1379
O	15.3306	6.0853	23.0411	-0.0024	-0.0079	0.0822
O	8.6352	10.9106	19.7232	0.0383	-0.0094	0.0897
O	3.4036	12.6358	25.2664	0.0221	0.0289	0.0809
O	6.4839	8.9751	24.8797	0.0331	0.0418	0.155
O	5.7979	4.8031	22.0596	0.0188	-0.0088	0.0997
O	3.4771	12.2869	22.6082	0.0043	0.0111	0.0489
O	6.1622	3.7231	15.0772	0.0179	0.0527	-0.0787
O	3.8141	3.0955	20.1364	-0.0015	0.0307	0.0608
O	4.6674	3.3231	17.6735	0.0429	0.126	0.0397
O	2.0206	5.3233	15.2799	0.1706	0.1868	-0.2248
O	-2.1675	13.329	20.7036	0.015	0.0303	0.0441
O	3.3717	11.549	15.7821	0.1772	0.0661	-0.2647
O	12.4835	5.7092	20.3734	-0.0279	-0.0127	0.0799
O	4.671	8.4751	22.3372	0.048	-0.0208	0.0464
O	5.2805	4.4034	24.6083	-0.0551	-0.0156	0.2594
O	1.172	10.1368	15.4686	-0.1088	-0.0529	-0.1947
O	6.3141	11.7821	18.8984	0.0235	0.0045	0.0177
O	10.8506	3.7365	25.0044	0.023	-0.1276	0.1796
O	3.2629	1.1272	17.5996	0.0519	0.023	-0.0642
O	6.5945	9.5672	28.6573	-0.0623	-0.1135	-0.2061
O	8.5897	1.6309	11.9165	-0.2083	0.1626	-0.5887
O	9.252	8.9778	28.4111	0.1155	0.2208	-0.1332
O	5.3836	13.294	11.6091	0.1367	-0.328	-0.2728
O	1.7971	13.3036	11.4964	-0.0222	-0.0943	-0.3044
O	11.6815	9.8897	29.0629	0.2988	0.2055	0.1907

Results
free energy: -219171.445 eV
free energy less fixed offsets of O -568.88, Si -635.61 eV per atom: 0.645 eV

The program warned: the cutoff lies below the one the program advises for these potential files; the exchange-correlation potential is rough where the density is thin.
